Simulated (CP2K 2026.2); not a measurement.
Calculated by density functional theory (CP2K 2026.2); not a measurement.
Periodic cell of 534 atoms, Si358O176, from a study of silicon, its oxide and their interface. The atomic structure is a simulated model.
Doubt: the forces sum to 2.46 eV/angstrom along one axis rather than to zero, so they err by at least 0.0046 eV/angstrom per atom on average; the grid cutoff is modest.

Settings: functional PBE; method Gaussian and plane waves; basis set DZVP-MOLOPT-SR-GTH; pseudopotentials GTH-PBE; grid cutoff 350 Ry, relative cutoff 50 Ry; k points Gamma only; occupations fixed; spin none; net charge 0.

Cell vectors (angstrom)
a 16.32 0 0
b 0 16.32 0
c -0.4632 0.5572 35.5161

Atoms and the computed forces on them: element, x, y, z (angstrom), force x, y, z (eV/angstrom)
Si 15.89 0.576 0.045 0.397 -0.395 0.685
Si 2.27 3.478 0.055 0.089 -0.288 0.732
Si 0.014 5.558 0.477 0.024 0.008 0.626
Si 2.583 8.286 0.396 0.003 0.076 0.562
Si -0.135 10.89 35.414 -0.062 0.267 0.706
Si 2.525 14.084 35.357 -0.394 0.073 0.726
Si 5.851 15.819 0.008 -0.15 0.226 0.837
Si 7.853 2.865 35.462 0.245 -0.133 0.543
Si 4.816 6.168 0.014 0.171 -0.121 0.696
Si 8.23 8.348 0.224 -0.353 0.157 0.609
Si 5.082 11.2 0.08 0.171 -0.148 0.774
Si 8.028 13.679 0.495 0.017 0.016 0.56
Si 9.456 1.04 35.354 -0.637 0.097 0.425
Si 13.688 2.835 0.341 -0.185 0.285 0.635
Si 10.335 5.868 0.074 0.316 -0.393 0.61
Si 13.591 8.076 35.237 -0.243 0.318 0.662
Si 10.185 11.494 0.056 0.219 -0.062 0.702
Si 13.559 13.628 0.153 -0.111 0.252 0.65
Si 1.3 1.618 1.255 0.004 0.023 -0.069
Si 3.929 4.422 1.378 0.064 -0.019 -0.072
Si 1.287 6.958 1.758 0.017 0.028 -0.025
Si 3.953 9.748 1.536 0.029 0.032 -0.066
Si 1.269 12.297 1.051 -0.008 0.036 -0.057
Si 4.056 15.005 1.325 -0.03 0.003 -0.083
Si 6.684 1.351 1.305 -0.058 0.017 -0.087
Si 9.235 4.141 1.234 0.006 -0.015 -0.019
Si 6.544 7.112 1.334 0.012 -0.008 -0.031
Si 9.394 9.834 1.53 0.04 0.008 -0.014
Si 6.592 12.26 1.572 -0.076 -0.025 -0.042
Si 9.399 15.187 1.524 -0.012 0.008 -0.064
Si 12.137 1.628 1.535 0.21 0.21 0.382
Si 14.873 4.279 1.678 -0.019 0.005 -0.01
Si 12.221 6.819 1.166 -0.01 0.076 -0.024
Si 14.895 9.373 1.153 -0.053 0.003 -0.028
Si 12.038 12.336 1.347 0.002 -0.028 -0.033
Si 14.799 15.221 1.326 0.017 -0.022 -0.066
Si 16.272 2.814 2.829 0.021 -0.029 0.038
Si 2.654 0.164 2.574 -0.032 -0.017 -0.014
Si 16.103 8.3 2.872 -0.031 0.019 0.036
Si 2.675 5.582 2.972 0.013 -0.003 0.048
Si 16.227 13.708 2.499 0.026 -0.013 0.011
Si 2.517 11.126 2.735 -0.036 0.006 0.027
Si 5.293 2.853 2.574 0.015 0.009 -0.015
Si 7.986 0.156 2.86 0.018 -0.015 0.036
Si 5.328 8.394 2.855 0.02 0.021 0.008
Si 7.896 5.575 2.603 0.029 0.033 -0.012
Si 5.264 13.7 2.855 0.024 0.004 0.031
Si 8 11.021 2.944 -0.003 -0.015 0.019
Si 10.63 2.926 2.752 -0.032 0.015 0.002
Si 13.459 0.155 2.803 -0.007 0.002 0.026
Si 10.884 8.317 2.598 -0.012 -0.046 0.015
Si 13.387 5.61 2.837 -0.01 0.009 0.021
Si 10.823 13.786 2.772 0.005 -0.023 0.04
Si 13.49 10.866 2.534 0.026 -0.008 0.01
Si 1.257 4.194 4.21 -0.032 0.017 0.004
Si 3.952 1.519 4.011 0.006 0.006 -0.001
Si 1.186 9.727 4.115 0.001 0.009 -0.019
Si 4.001 7.009 4.225 -0.01 -0.003 0.017
Si 1.25 15.086 3.932 -0.02 -0.007 -0.019
Si 3.876 12.388 4.18 0.038 -0.034 0.008
Si 6.62 4.21 4.03 -0.02 0.017 -0.002
Si 9.346 1.543 4.156 0.01 -0.017 0.005
Si 6.673 9.661 4.266 -0.035 0.02 0.018
Si 9.393 6.935 3.93 0.002 0.005 -0.059
Si 6.641 15.086 4.176 0.014 -0.009 -0.01
Si 9.408 12.455 4.142 0.006 0.034 -0.003
Si 12.033 4.224 4.14 0.001 -0.015 0.029
Si 14.852 1.488 4.141 -0.006 0.025 0.033
Si 12.169 9.626 4.057 0.017 0.013 -0.008
Si 14.761 6.942 4.205 0.006 -0.033 0.011
Si 12.144 15.105 4.166 -0.01 -0.006 0.004
Si 14.838 12.344 3.902 -0.002 -0.014 -0.022
Si 16.176 16.483 10.939 0.001 -0.002 0.01
Si 2.579 2.883 10.923 -0.001 -0.008 0.001
Si 16.175 5.578 10.873 0.002 -0.008 -0.012
Si 2.578 8.32 10.893 -0.004 0.018 -0.01
Si -0.125 11.053 10.925 -0.008 -0.025 0.009
Si 2.576 13.766 10.923 -0.001 0.007 0.001
Si 5.31 16.477 10.937 0.012 -0.014 0.006
Si 8.024 2.848 10.936 0.008 0.01 0.002
Si 5.286 5.588 10.942 -0.013 -0.002 0.009
Si 8.007 8.309 10.929 0.013 -0.006 0.004
Si 5.307 11.053 10.879 -0.001 -0.009 -0.015
Si 8.023 13.767 10.882 -0.019 0.008 -0.014
Si 10.749 16.47 10.898 -0.003 0.007 -0.008
Si 13.459 2.849 10.89 -0.015 0.005 -0.012
Si 10.751 5.572 10.915 0.02 0.001 0
Si 13.462 8.3 10.903 0.003 0.004 0.006
Si 10.73 11.041 10.91 -0.003 -0.001 -0.01
Si 13.461 13.773 10.944 0.004 -0.01 0.016
Si 1.225 1.531 12.291 0 0.02 -0.012
Si 3.932 4.224 12.313 -0.012 0.008 -0.001
Si 1.217 6.933 12.235 -0.01 -0.006 -0.002
Si 3.931 9.709 12.232 0.014 0.003 -0.005
Si 1.221 12.427 12.301 0.016 -0.001 -0.002
Si 3.932 15.123 12.281 -0.024 -0.033 -0.012
Si 6.668 1.502 12.321 0.012 0.01 0.013
Si 9.413 4.188 12.272 -0.025 0.006 -0.005
Si 6.644 6.954 12.295 0 0 0.02
Si 9.371 9.678 12.272 -0.016 0.007 -0.002
Si 6.66 12.42 12.246 0.011 -0.011 -0.007
Si 9.362 15.134 12.259 0.019 -0.012 -0.011
Si 12.116 1.491 12.275 0.001 0.001 -0.003
Si 14.821 4.214 12.24 -0.009 -0.003 -0.01
Si 12.112 6.929 12.267 0 -0.005 0.004
Si 14.83 9.667 12.24 -0.002 0.011 -0.011
Si 12.074 12.408 12.275 -0.016 -0.022 0.007
Si 14.818 15.138 12.32 0.001 0.006 0.011
Si -0.145 2.892 13.637 0.028 -0.02 0.003
Si 2.584 16.485 13.647 0.02 0.007 0.001
Si -0.144 8.288 13.586 0.003 0.019 -0.003
Si 2.55 5.595 13.647 -0.004 -0.013 0.003
Si -0.13 13.791 13.681 -0.003 0.003 0.016
Si 2.613 11.076 13.632 0.01 -0.016 0.011
Si 5.283 2.845 13.679 -0.006 0.006 0.006
Si 8.042 16.473 13.692 -0.013 -0.021 0.007
Si 5.259 8.36 13.61 -0.004 0.015 0.002
Si 8.028 5.536 13.59 0.023 -0.012 -0.002
Si 5.299 13.769 13.625 -0.003 0.045 -0.003
Si 8.01 11.065 13.613 0.006 -0.017 0.01
Si 10.759 2.818 13.658 0.017 0.011 0.002
Si 13.463 16.499 13.699 -0.004 0.016 0.001
Si 10.74 8.295 13.602 0.01 -0.011 0.006
Si 13.466 5.547 13.619 -0.011 0.01 0
Si 10.703 13.784 13.626 -0.004 0.007 -0.001
Si 13.463 11.026 13.577 0.014 -0.006 0.001
Si 1.181 4.245 15.033 -0.001 0.031 0.003
Si 3.92 1.483 15.065 -0.009 0.009 0.015
Si 1.23 9.668 14.9 -0.031 -0.004 -0.014
Si 3.905 6.995 14.967 -0.006 0.03 0.014
Si 1.232 15.182 15.052 -0.012 -0.016 -0.015
Si 3.964 12.447 15.032 -0.035 -0.034 0.028
Si 6.704 4.182 14.988 0.014 -0.021 -0.014
Si 9.438 1.473 15.09 0.009 -0.009 0.05
Si 6.607 9.744 14.958 -0.008 0.032 -0.005
Si 9.38 6.896 14.924 0.011 -0.002 -0.004
Si 6.618 15.132 15.014 -0.008 -0.002 -0.006
Si 9.348 12.43 14.994 0 -0.003 0.026
Si 12.139 4.162 15.001 0.038 -0.02 0.011
Si 14.859 1.555 15.051 -0.015 0.002 -0.01
Si 12.136 9.645 14.931 0.014 0.014 -0.015
Si 14.823 6.92 14.955 0.029 -0.002 -0.002
Si 12.051 15.128 15.011 -0.009 0.011 0.003
Si 14.782 12.396 14.957 -0.012 -0.014 -0.029
Si -0.123 16.53 16.454 0.02 0.021 0.031
Si 2.506 2.842 16.381 -0.005 -0.025 0.018
Si -0.166 5.634 16.404 -0.025 -0.01 -0.007
Si 2.526 8.355 16.342 -0.012 -0.022 0.014
Si -0.159 10.993 16.218 -0.052 0.008 -0.033
Si 2.619 13.842 16.395 0.026 0.012 0.02
Si 5.298 16.463 16.463 -0.013 -0.005 0.02
Si 8.03 2.81 16.424 -0.022 0 -0.005
Si 5.339 5.623 16.219 -0.027 0.002 -0.011
Si 7.971 8.296 16.166 -0.01 0.01 -0.001
Si 5.313 11.103 16.437 0.031 0.009 -0.005
Si 7.921 13.754 16.372 0.005 -0.017 0.024
Si 10.789 16.431 16.528 0.07 -0.016 0.065
Si 13.537 2.902 16.456 -0.006 0.011 0.054
Si 10.732 5.51 16.284 -0.031 0.033 -0.011
Si 13.445 8.237 16.306 -0.024 -0.003 0.037
Si 10.818 11.066 16.231 0 0.013 0.008
Si 13.412 13.758 16.315 -0.031 -0.02 -0.017
Si 1.174 1.585 17.931 -0.003 0.011 -0.006
Si 3.991 4.243 17.505 0.023 0.023 -0.023
Si 1.18 7.015 17.753 -0.023 0.026 -0.004
Si 3.86 9.742 17.69 0.041 -0.009 0.007
Si 1.163 12.4 17.522 -0.004 -0.032 -0.019
Si 3.948 15.161 17.912 0.003 0.007 0
Si 6.704 1.445 17.858 -0.002 -0.048 0.02
Si 9.408 4.202 17.713 0.006 0.012 0.026
Si 6.633 7.01 17.596 0.001 0.023 -0.041
Si 9.401 9.644 17.376 0.01 0.006 -0.042
Si 6.635 12.474 17.903 0.013 0.038 0.012
Si 9.242 15.042 17.783 0.028 0.033 -0.033
Si 12.318 1.455 17.86 -0.009 -0.031 -0.073
Si 14.794 4.377 17.872 -0.016 0.032 -0.025
Si 12.059 6.841 17.653 0.069 -0.014 -0.016
Si 14.861 9.601 17.584 0.034 0.036 -0.03
Si 12.1 12.399 17.71 -0.032 -0.002 -0.008
Si 14.774 15.091 17.67 -0.003 0.001 -0.013
Si -0.113 3.14 19.285 -0.062 -0.036 0.087
Si 2.648 16.618 19.301 -0.011 -0.01 0.006
Si -0.193 8.363 19.169 -0.003 -0.061 0.038
Si 2.726 5.644 18.842 0.03 0.019 0.019
Si -0.077 13.803 18.891 0.276 0.169 -0.368
Si 2.469 11.152 18.951 0.052 0.047 0.032
Si 5.346 3.011 18.96 0.014 0.003 0.022
Si 7.967 16.326 19.348 -0.041 -0.018 0.029
Si 5.204 8.341 18.978 0.034 -0.026 0.021
Si 8.059 5.704 18.947 0.016 -0.014 0.051
Si 5.235 13.812 19.444 0.015 -0.04 0.024
Si 8.163 10.915 18.827 0.044 0.071 -0.008
Si 10.81 2.808 19.02 -0.01 -0.013 0.008
Si 13.65 16.288 19.323 0.041 0.074 0.133
Si 10.637 8.278 18.774 -0.006 -0.027 0.046
Si 13.327 5.668 19.277 -0.027 -0.007 0.053
Si 10.619 13.66 19.067 0.138 0.13 -0.488
Si 13.544 10.979 18.908 -0.023 0.003 0.095
Si 1.662 4.283 20.349 -0.29 0.168 -0.656
Si 3.835 2.049 20.426 0.159 -0.429 -0.723
Si 0.879 10.138 20.303 -0.36 0.037 -0.498
Si 4.182 6.723 20.287 -0.104 0.229 -0.654
Si 1.277 15.011 20.317 0.014 0.271 -0.6
Si 3.399 12.7 20.482 0.279 -0.083 -0.768
Si 6.501 4.612 20.235 0.041 -0.164 -0.696
Si 9.744 1.189 20.32 -0.24 0.043 -0.768
Si 6.847 9.514 20.034 -0.159 0.044 -0.597
Si 9.09 7.348 20.255 0.17 -0.194 -0.684
Si 6.58 15.096 21.009 0.035 0.111 -0.898
Si 9.623 11.301 20.649 -0.255 -0.056 -0.55
Si 12.169 3.959 20.533 -0.085 0.34 -0.712
Si 14.929 16.151 21.494 -0.28 -0.06 -0.718
Si 12.08 9.58 19.974 0.089 0.024 -0.624
Si 14.314 7.492 20.477 0.136 -0.275 -0.689
Si 11.819 15.202 20.225 0.069 -0.013 -0.514
Si 15.238 11.492 20.491 0.083 -0.465 -0.543
Si 14.946 2.739 21.225 0.225 0.029 -0.644
Si 12.775 3.068 25.401 0.129 0.191 -0.081
Si 0.889 8.249 26.809 -0.11 -0.037 0.023
Si 12.873 14.329 22.891 -0.01 0.126 -0.139
Si 2.725 10.16 25.515 0.048 0.064 -0.102
Si 4.196 15.23 27.966 -0.018 -0.038 0.161
Si 8.243 3.013 22.385 0.009 0.076 -0.09
Si 0.287 6.392 24.602 -0.455 0.191 -0.311
Si 5.574 7.189 26.41 -0.062 0.077 -0.093
Si 7.331 10.617 22.558 0.071 0.007 -0.185
Si 0.748 12.23 24.789 -0.096 -0.042 -0.161
Si 14.309 11.604 23.508 0.11 -0.21 -0.084
Si 10.738 4.415 23.386 -0.023 -0.084 -0.144
Si 7.161 7.819 24.074 -0.055 -0.216 -0.146
Si 14.62 6.968 23.54 0.477 0.023 0.217
Si 5.721 1.273 22.803 0.109 -0.066 -0.19
Si 10.32 14.019 24.759 0.068 -0.135 -0.09
Si 1.362 14.13 27.009 0.01 -0.058 -0.107
Si 2.558 6.104 22.595 -0.126 0.034 -0.076
Si 11.819 9.606 27.134 0.045 0.004 -0.028
Si 5.089 5.529 24.18 0.028 0.1 -0.144
Si 12.408 9.119 24.155 0.051 -0.108 -0.265
Si 2.467 11.036 22.72 -0.024 -0.133 -0.183
Si 7.707 6.065 28.125 0.013 0.095 0.047
Si 10.124 7.292 23.219 -0.009 0.092 -0.133
Si 4.588 9.597 27.851 -0.083 0.044 0.086
Si 7.096 11.482 28.03 0.022 0.015 -0.061
Si 10.573 15.1 27.479 0.124 -0.075 -0.087
Si 4.176 2.08 27.973 0.061 0.08 -0.073
Si 12.92 0.779 27.202 -0.105 0.166 -0.047
Si 10.102 12.164 27.094 -0.121 0.087 -0.068
Si 14.885 9.813 28.026 0.17 0.029 -0.027
Si 7.944 15.444 28.32 0.06 0.02 0.03
Si 15.759 12.807 28.781 -0.106 0.047 0.029
Si 12.502 3.499 28.213 0.175 0.182 0.131
Si 5.388 2.599 25.352 -0.066 0.109 -0.137
Si 9.939 7.81 28.856 -0.033 0.003 0.014
Si 3.14 3.959 30.039 -0.002 0.052 0.148
Si 14.846 16.665 30.595 -0.018 -0.11 0.061
Si -0.078 14.097 31.503 0.019 0.032 -0.012
Si 1.611 6.237 30.794 0.001 0.018 0.117
Si 6.054 14.576 30.468 -0.142 0.135 -0.002
Si 5.975 5.211 30.662 -0.076 -0.082 0.077
Si 10.015 5.441 30.627 0.003 0.026 0.013
Si 6.429 13.946 26.377 0.049 -0.145 -0.139
Si 2.258 8.682 29.588 0.042 0.134 -0.032
Si 7.485 13.44 23.541 0.044 0.011 -0.193
Si 15.342 15.595 27.856 -0.081 -0.147 0.069
Si 9.004 6.934 32.936 0.026 0.014 0.117
Si 14.965 4.241 23.824 -0.029 -0.005 0.023
Si 6.979 1.933 27.75 0.038 0.179 -0.122
Si 13.455 7.835 32.083 -0.02 -0.095 0.147
Si -0.391 8.426 30.534 0.178 0.09 0.124
Si 1.885 3.974 32.683 0.048 0.032 -0.03
Si 10.635 9.052 31.485 0.066 -0.159 0.152
Si 5.875 7.087 33.026 0.059 -0.044 0.122
Si 0.155 1.59 32.744 -0.059 -0.023 0.147
Si 2.229 15.669 32.523 -0.028 -0.138 0.205
Si 6.943 2.747 32.376 0.046 -0.093 0.346
Si 9.386 3.693 28.497 0.063 0.113 0.015
Si 6.122 10.017 33.408 0.071 0.04 0.176
Si 12.856 4.934 31.046 0.138 0.076 -0.126
Si 5.081 16.667 32.411 -0.035 0.041 0.238
Si 7.135 11.919 31.183 0.066 -0.075 0.114
Si 9.727 1.589 32.433 0.043 -0.008 0.11
Si 12.205 16.712 31.716 -0.103 0.15 0.205
Si 9.978 11.825 32.562 -0.103 -0.1 0.17
Si 12.216 13.882 32.862 0.149 -0.095 0.231
Si 12.231 2.924 33.078 -0.075 -0.105 0.059
Si 14.792 12.685 33.673 -0.142 -0.074 0.011
O 15.78 0.836 34.001 0.047 -0.316 -0.204
O 14.338 2.311 35.403 -0.103 0.203 0.04
O 2.587 3.82 34.139 0.668 -0.014 -0.136
O 0.485 3.167 32.881 -0.335 0.158 -0.139
O 14.875 7.049 35.083 -0.009 -0.031 -0.5
O 0.572 5.083 35.216 -0.159 -0.152 -0.28
O 3.132 7.783 35.136 -0.205 -0.118 -0.192
O 1.059 9.794 35.049 0.125 0.178 -0.269
O 12.199 14.541 34.346 -0.177 0.606 0.143
O 15.4 11.22 33.993 -0.213 -0.211 -0.402
O 2.256 14.912 33.966 0.07 -0.008 -0.033
O 1.538 0.794 32.609 0.248 0.154 -0.244
O 4.912 16.725 34.02 -0.32 0.175 -0.266
O 5.628 1.839 32.08 -0.399 0.358 -0.547
O 9.483 0.657 33.761 0.016 -0.517 -0.324
O 7.198 3.091 33.953 -0.098 0.131 -0.255
O 5.027 6.23 34.12 -0.143 -0.512 -0.4
O 6.698 4.118 31.593 0.383 0.223 0.16
O 9.387 7.21 0.027 0.079 0.164 -0.143
O 7.416 9.679 34.334 0.374 0.261 -0.148
O 5.196 11.021 34.265 -0.259 -0.097 -0.275
O 3.623 12.915 35.005 0.044 -0.027 -0.568
O 6.548 15.243 35.183 -0.021 0.072 -0.584
O 6.107 15.682 31.65 0.571 0.02 0.024
O 10.655 0.766 31.374 -0.347 -0.368 -0.805
O 8.531 12.194 31.957 -0.184 0.417 0.082
O 12.484 3.757 34.444 -0.454 0.677 -0.034
O 10.607 2.91 32.836 -0.142 0.344 0.3
O 9.889 6.063 33.99 0.402 -0.48 -0.255
O 12.955 4.459 29.466 0.337 0.105 0.002
O 13.121 8.115 33.664 -0.286 0.007 -0.207
O 9.822 8.828 30.102 -0.59 0.154 -0.083
O 8.616 13.233 35.21 0.102 0.001 -0.295
O 10.011 11.37 34.123 0.161 -0.54 -0.215
O 14.388 13.31 35.117 0.487 -0.205 0.358
O 12.351 15.133 31.895 -0.082 -0.235 -0.642
O 1.548 5.174 21.723 -0.367 0.118 0.398
O 13.917 5.489 23.688 -0.675 -0.174 0.22
O 4.667 1.986 21.821 -0.246 0.084 0.323
O 2.59 3.02 20.795 -0.038 -0.05 0.178
O 1.608 9.995 21.797 -0.055 -0.301 0.335
O 15.487 13.08 20.199 -0.323 0.319 0.246
O 3.279 7.185 21.59 0.022 0.631 0.003
O 13.611 8.044 24.177 0.232 -0.066 0.081
O 2.324 13.881 20.914 -0.024 0.048 0.431
O 0.1 15.473 21.388 0.126 -0.2 0.503
O 1.56 11.24 25.774 -0.274 0.055 0.449
O 3.598 11.811 21.848 0.723 -0.035 0.245
O 5.36 5.672 20.77 -0.162 0.094 0.485
O 7.368 4.028 21.483 0.061 0.029 0.254
O 10.837 16.392 20.835 0.264 -0.003 0.572
O 9.259 2.048 21.6 0.035 -0.14 0.067
O 7.033 9.218 23.286 -0.389 -0.039 -0.182
O 6.367 10.526 21.248 -0.716 0.387 -0.133
O 9.775 6.944 21.67 -0.024 -0.09 0.027
O 7.883 8.385 20.658 -0.061 0.073 0.583
O 3.931 10.356 26.571 0.058 0.482 -0.276
O 5.925 16.146 22.092 -0.346 0.062 0.502
O 7.191 13.974 22.028 0.214 -0.579 -0.048
O 8.849 10.91 22.024 0.32 -0.262 0.395
O 10.785 5.96 23.85 0.344 0.149 0.606
O 11.363 4.343 21.888 -0.181 0.101 0.052
O 13.345 2.895 20.952 -0.273 -0.625 0.076
O 15.223 1.34 21.973 0.16 0.068 0.583
O 11.056 10.529 20.842 -0.027 0.089 0.688
O 9.935 12.883 20.377 -0.2 0.368 0.386
O 13.098 8.57 20.803 -0.255 -0.009 0.131
O 11.191 8.526 23.236 -0.226 0.267 -0.047
O 11.62 14.479 23.905 -0.151 0.339 -0.058
O 12.264 14.163 21.411 0.029 -0.352 -0.077
O 14.904 11.23 22.056 0.28 -0.336 0.128
O 13.65 13.051 23.435 -0.194 -0.009 0.387
O 13.993 15.508 22.679 -0.037 0.014 0.385
O 0.839 12.947 27.991 0.299 -0.588 -0.132
O -0.023 4.773 24.594 0.412 -0.265 0.284
O 15.4 3.836 22.322 0.499 0.274 -0.207
O 6.302 6.489 23.566 0.291 -0.134 -0.506
O 14.924 7.194 21.954 0.479 0.081 -0.029
O 13.384 9.661 27.488 0.065 0.03 0.063
O 13.134 10.527 23.796 -0.329 0.123 -0.008
O 3.191 10.275 23.962 0.333 -0.363 0.046
O 2.027 8.742 25.78 0.364 -0.494 -0.553
O 1.436 12.141 23.325 -0.186 0.508 -0.182
O 6.569 13.978 24.768 -0.505 0.484 0.063
O 7.151 2.006 23.012 0.287 -0.281 0.287
O 1.655 6.732 23.774 0.047 0.613 0.399
O 0.385 6.857 26.158 -0.043 -0.205 0.542
O 4.774 8.022 27.517 -0.383 -0.471 0.383
O 4.551 6.371 25.464 -0.671 -0.108 0.36
O 7.088 11.863 23.544 -0.281 -0.296 0.272
O 6.543 8.155 25.536 0.236 0.385 0.433
O 6.206 12.529 27.147 -0.583 -0.257 0.139
O 1.587 8.045 28.246 0.033 -0.51 -0.088
O 5.099 1.386 24.293 -0.23 -0.299 0.418
O 11.94 15.918 27.713 0.311 -0.325 0.166
O 13.094 1.982 28.298 0.136 -0.243 0.66
O 11.584 3.545 24.435 -0.207 -0.426 -0.124
O 8.469 7.505 28.225 -0.214 0.318 0.003
O 8.753 7.526 24.053 0.219 -0.143 0.515
O 10.376 12.573 25.531 0.106 -0.59 -0.223
O 11.027 8.392 27.837 0.123 -0.24 -0.144
O 7.451 14.692 29.651 0.216 -0.406 0.221
O 7.814 14.481 27.023 0.432 -0.225 -0.356
O 15.514 11.741 24.611 -0.235 -0.01 0.316
O 10.217 15.167 25.896 -0.281 0.683 -0.021
O 1.03 13.676 25.471 -0.049 0.241 -0.1
O -0.285 12.961 30.374 -0.171 -0.33 0.082
O 6.999 5.649 29.508 0.271 -0.003 -0.129
O 4.159 2.591 26.423 -0.528 0.281 -0.063
O 10.473 6.379 29.388 0.621 -0.102 -0.245
O 14.189 3.064 24.597 0.351 -0.51 0.02
O 3.814 5.29 23.218 0.068 -0.46 -0.043
O -0.341 9.311 26.929 -0.147 0.371 -0.551
O 15.114 11.363 28.461 -0.272 0.063 0.128
O 14.306 16.329 26.873 0.088 -0.145 -0.422
O 5.225 14.93 26.758 -0.08 0.393 -0.513
O 3.094 2.84 28.885 -0.335 -0.267 -0.307
O 6.535 6.073 27.043 -0.049 -0.577 -0.087
O 9.193 3.874 23.373 -0.121 -0.051 0.246
O 10.892 3.351 28.087 -0.19 -0.363 -0.417
O 5.576 4.036 24.605 0.104 -0.043 -0.209
O 5.366 8.622 33.109 -0.745 -0.101 -0.031
O 6.08 10.193 28.074 0.328 -0.041 -0.056
O 7.404 11.686 29.608 0.435 -0.058 -0.082
O 3.522 9.612 29.124 0.197 0.631 0.307
O 9.018 13.891 23.805 0.36 0.115 -0.44
O 6.974 16.684 28.062 -0.572 -0.229 -0.016
O 14.853 14.085 28.289 -0.606 -0.1 0.107
O 4.82 14.718 29.397 -0.468 0.082 0.039
O 12.95 4.021 26.728 0.12 0.438 0.015
O 12.436 1.544 25.854 -0.486 -0.511 -0.439
O 14.882 8.575 31.775 0.258 0.303 0.516
O 8.593 11.546 27.344 -0.139 -0.005 -0.098
O 11.689 9.317 25.567 -0.542 0.117 0.077
O 15.016 8.786 29.26 -0.521 -0.256 0.024
O 10.509 13.521 27.921 0.212 -0.047 0.479
O 9.485 15.874 28.393 0.203 0.429 0.56
O 15.132 15.253 31.329 -0.215 0.021 0.383
O 0.484 15.475 27.202 0.355 0.524 -0.478
O 13.641 6.289 31.523 0.16 -0.24 -0.112
O 15.48 16.57 29.132 0.452 0.477 -0.128
O 0.145 6.884 30.55 -0.521 -0.534 -0.123
O 1.662 5.54 32.271 -0.075 0.319 0.374
O 6.756 2.269 26.179 0.521 0.127 -0.142
O 13.447 12.805 32.767 -0.218 -0.249 -0.509
O 12.147 8.465 31.338 0.192 0.278 -0.333
O 1.977 5.055 29.743 -0.064 -0.029 -0.58
O 4.589 4.665 30.054 0.066 -0.039 -0.312
O 12.623 1.327 33.002 0.381 -0.202 0.455
O 15.578 1.504 31.423 -0.258 0.665 -0.104
O 1.42 14.716 31.482 0.334 -0.224 -0.428
O -0.319 13.483 32.975 0.349 0.129 0.168
O 0.978 9.355 30.405 -0.02 0.555 0.214
O 2.803 3.327 31.508 0.461 -0.71 0.149
O 5.664 2.467 28.539 0.048 0.466 0.409
O 2.864 14.441 27.489 0.137 -0.053 0.181
O 7.456 7.054 33.402 0.176 0.147 -0.005
O 5.627 6.507 31.56 -0.298 0.431 -0.423
O 8.283 1.989 31.843 -0.058 -0.14 -0.475
O 8.389 2.464 28.279 0.148 -0.225 0.123
O 3.893 0.493 28.056 -0.396 0.117 0.112
O 3.666 16.063 31.906 -0.011 -0.187 -0.797
O 6.49 10.662 31.977 -0.292 -0.214 -0.446
O 2.694 7.443 30.556 0.435 0.02 0.158
O 13.177 3.633 31.953 0.61 -0.039 0.055
O 8.781 4.945 27.671 0.223 0.042 -0.422
O 11.338 5.251 31.483 -0.265 0.127 0.734
O 13.268 0.672 30.54 0.033 -0.048 -0.412
O 9.78 8.336 32.672 -0.136 0.245 0.383
O 8.912 6.152 31.534 -0.363 -0.059 -0.285
O 9.43 4.054 30.075 -0.172 -0.458 0.538
O 11.135 11.007 27.525 -0.03 0.081 0.41
O 11.451 0.887 0.219 0.499 -0.208 -0.167
O 6.079 13.148 31.237 -0.625 0.019 0.485
O 10.685 10.633 31.747 0.426 0.106 -0.249
O 10.858 13.16 32.453 -0.147 0.369 -0.322
Si 16.225 16.403 5.413 0.022 -0.015 0
Si 2.629 2.821 5.49 -0.001 -0.032 0.009
Si 16.171 5.572 5.501 -0.007 0.021 0.027
Si 2.56 8.359 5.488 -0.004 0.006 0.014
Si 16.146 11.081 5.439 -0.027 0.004 -0.02
Si 2.539 13.8 5.46 -0.024 0.022 -0.007
Si 5.276 0.178 5.454 -0.001 0.026 -0.003
Si 7.978 2.907 5.471 0.006 -0.004 0.008
Si 5.34 5.572 5.493 0.005 -0.027 -0.016
Si 8.088 8.25 5.459 0.036 -0.03 -0.022
Si 5.266 11.039 5.531 -0.004 0.01 0.021
Si 8.033 13.763 5.521 0.001 -0.001 0.032
Si 10.743 0.163 5.473 -0.009 0.004 0.016
Si 13.456 2.865 5.457 0.008 0.004 0.018
Si 10.684 5.622 5.444 -0.025 -0.009 -0.021
Si 13.445 8.326 5.534 -0.025 0.002 0.019
Si 10.789 11.02 5.416 0.003 -0.014 -0.022
Si 13.521 13.686 5.403 0.009 -0.043 0.003
Si 1.24 1.457 6.811 -0.009 0.018 -0.005
Si 3.964 4.216 6.843 -0.012 0.023 -0.001
Si 1.214 6.965 6.832 -0.006 0.008 -0.005
Si 3.921 9.677 6.879 -0.012 0.019 -0.006
Si 1.186 12.428 6.819 -0.004 0.01 0.001
Si 3.915 15.144 6.823 0.001 -0.007 -0.002
Si 6.64 1.528 6.83 0.014 0.014 -0.008
Si 9.353 4.254 6.83 -0.009 0.006 -0.004
Si 6.714 6.918 6.846 0.018 -0.023 -0.002
Si 9.421 9.662 6.799 -0.008 -0.009 -0.012
Si 6.656 12.399 6.857 -0.011 0.004 0.003
Si 9.393 15.132 6.852 -0.01 0.008 0.008
Si 12.109 1.507 6.831 0.001 -0.002 0.007
Si 14.806 4.213 6.84 0.006 0.013 0.003
Si 12.057 6.953 6.838 0.026 0.004 -0.006
Si 14.821 9.709 6.839 0.004 -0.003 -0.001
Si 12.139 12.37 6.799 0.009 0.015 -0.01
Si 14.853 15.066 6.788 0.012 -0.025 -0.008
Si 16.19 2.837 8.164 -0.015 -0.011 -0.005
Si 2.581 0.152 8.225 -0.005 -0.011 0.007
Si 16.177 8.331 8.187 0.002 0.013 0.001
Si 2.585 5.591 8.177 -0.01 -0.005 -0.004
Si 16.175 13.759 8.217 -0.001 0.003 0.009
Si 2.556 11.064 8.189 0.019 -0.022 -0.001
Si 5.306 2.873 8.225 -0.002 -0.01 0.004
Si 8.015 0.17 8.188 0.014 -0.001 -0.002
Si 5.318 8.293 8.184 -0.014 -0.002 -0.021
Si 8.028 5.578 8.244 0.004 0.022 0.006
Si 5.286 13.781 8.181 0.012 0.003 -0.006
Si 8.036 11.014 8.169 -0.01 0.001 -0.013
Si 10.733 2.877 8.171 -0.002 0.013 -0.01
Si 13.482 16.443 8.155 0 0.01 -0.008
Si 10.735 8.317 8.215 -0.007 -0.004 0.006
Si 13.441 5.586 8.177 -0.003 -0.01 -0.002
Si 10.77 13.744 8.166 -0.005 -0.01 -0.011
Si 13.465 11.042 8.216 0 -0.005 0.007
Si 1.224 4.215 9.525 0.001 0.01 -0.007
Si 3.945 1.516 9.58 0 0.026 0.008
Si 1.214 9.692 9.55 -0.008 0.01 -0.011
Si 3.947 6.943 9.55 0.013 -0.014 -0.002
Si 1.211 15.121 9.576 -0.004 -0.018 0.013
Si 3.928 12.419 9.542 -0.019 0.012 -0.01
Si 6.66 4.223 9.597 0.017 0.002 0.012
Si 9.382 1.518 9.547 -0.02 0 -0.005
Si 6.67 9.667 9.541 0.014 -0.007 -0.003
Si 9.383 6.952 9.582 -0.017 -0.003 0.015
Si 6.651 15.132 9.544 -0.01 0.007 -0.005
Si 9.388 12.393 9.525 0.011 -0.014 -0.004
Si 12.097 4.221 9.541 0.002 0.009 -0.009
Si 14.828 1.488 9.534 0.01 -0.014 -0.002
Si 12.1 9.675 9.564 0 -0.008 0.006
Si 14.811 6.952 9.526 -0.011 0.015 -0.008
Si 12.117 15.105 9.54 0.002 -0.01 -0.003
Si 14.816 12.408 9.582 0.004 0.005 0.009

Results
total energy: -115454.363 eV
total energy less fixed offsets of O -438.35, Si -107.03 eV per atom: 11.977 eV
